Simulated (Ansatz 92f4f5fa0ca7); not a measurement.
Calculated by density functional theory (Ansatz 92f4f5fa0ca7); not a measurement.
Periodic cell of 360 atoms, Si240O120, from a study of silicon, its oxide and their interface. The atomic structure is a simulated model.
Doubt: the cutoff is far below the 930 eV that the study's wrapper takes by default for these files, so forces and energies are approximate.

Settings: functional PBE; potential files Ansatz PAW; basis plane waves; wave-function cutoff 580 eV; density cutoff ratio 5; exchange-correlation grid ratio 1; k mesh 1 x 1 x 1, Gamma-centred; self-consistency stop 5e-08 eV per atom in the density residual; occupations fixed; spin none; net charge 0.

Cell vectors (angstrom)
a, 11.6015, 0, 0
b, 0, 13.3963, 0
c, 0, 0, 41.329

Atoms and the computed forces on them: element, x, y, z (angstrom), force x, y, z (eV/angstrom)
Si, 0, 2.2327, 1.1851, -0.0043, 0.0096, 0.0165
Si, 3.8672, 2.2327, 1.1851, 0.0008, 0.0131, -0.0096
Si, 7.7343, 2.2327, 1.1851, -0.0149, 0.0011, 0.0229
Si, 1.9336, 5.5818, 1.1851, 0.0148, -0.0029, -0.0087
Si, 5.8008, 5.5818, 1.1851, -0.0094, -0.036, 0.0104
Si, 9.6679, 5.5818, 1.1851, 0.0019, -0.0013, -0.0043
Si, 0, 8.9308, 1.1851, 0.0027, -0.0028, 0.0018
Si, 3.8672, 8.9308, 1.1851, -0.001, -0.0068, 0.0012
Si, 7.7343, 8.9308, 1.1851, 0.001, -0.0013, -0.0053
Si, 1.9336, 12.2799, 1.1851, 0.0209, 0.0006, 0.0104
Si, 5.8008, 12.2799, 1.1851, -0.009, 0.0159, -0.0013
Si, 9.6679, 12.2799, 1.1851, -0.0134, 0.0141, 0.0292
Si, 1.9336, 1.1164, 1.9745, 0.0275, -0.0247, 0
Si, 5.8008, 1.1164, 1.9745, -0.002, -0.0243, 0.0072
Si, 9.6679, 1.1164, 1.9745, 0.0144, 0.0065, -0.0087
Si, 0, 4.4654, 1.9745, -0.0265, 0.0235, 0.0029
Si, 3.8672, 4.4654, 1.9745, -0.0156, -0.0018, 0.0114
Si, 7.7343, 4.4654, 1.9745, 0.0013, 0.0345, -0.0046
Si, 1.9336, 7.8145, 1.9745, -0.0093, 0.0076, 0.0098
Si, 5.8008, 7.8145, 1.9745, 0.0174, 0.0293, -0.0041
Si, 9.6679, 7.8145, 1.9745, -0.0167, 0.0065, 0.0048
Si, 0, 11.1635, 1.9745, 0.0027, -0.029, -0.0113
Si, 3.8672, 11.1635, 1.9745, 0.0187, -0.0129, 0.0125
Si, 7.7343, 11.1635, 1.9745, 0.0076, -0.0319, -0.0011
Si, 1.9336, 1.1164, 4.3426, 0.0684, -0.0308, 0.0007
Si, 5.8008, 1.1164, 4.3426, -0.0106, -0.0497, -0.0773
Si, 9.6679, 1.1164, 4.3426, 0.0172, 0.0115, 0.1156
Si, 0, 4.4654, 4.3426, -0.0366, 0.053, -0.0073
Si, 3.8672, 4.4654, 4.3426, -0.0206, 0.0246, -0.1654
Si, 7.7343, 4.4654, 4.3426, -0.0038, 0.137, 0.0918
Si, 1.9336, 7.8145, 4.3426, 0.006, 0.0124, -0.0785
Si, 5.8008, 7.8145, 4.3426, 0.0448, 0.0577, 0.0308
Si, 9.6679, 7.8145, 4.3426, -0.0363, 0.0585, 0.1107
Si, 0, 11.1635, 4.3426, -0.0117, -0.0142, 0.2072
Si, 3.8672, 11.1635, 4.3426, 0.0519, -0.0204, 0.1234
Si, 7.7343, 11.1635, 4.3426, 0.0347, -0.0615, 0.1644
Si, 0, 0, 36.9884, 0.2791, -0.1003, 0.2486
Si, 3.8672, 0, 36.9884, 0.1367, 0.0232, 0.0109
Si, 7.7343, 0, 36.9884, -0.3409, -0.0597, -0.0518
Si, 1.9336, 3.3491, 36.9884, 0.0453, 0.0051, -0.0956
Si, 5.8008, 3.3491, 36.9884, -0.0976, -0.1718, -0.4941
Si, 9.6679, 3.3491, 36.9884, -0.035, 0.1895, 0.0331
Si, 0, 6.6981, 36.9884, -0.0191, 0.0698, 0.1844
Si, 3.8672, 6.6981, 36.9884, -0.0082, -0.0841, -0.1137
Si, 7.7343, 6.6981, 36.9884, -0.0288, 0.0346, 0.0539
Si, 1.9336, 10.0472, 36.9884, -0.0102, -0.0488, 0.012
Si, 5.8008, 10.0472, 36.9884, 0.0352, 0.0265, 0.0057
Si, 9.6679, 10.0472, 36.9884, 0.0105, -0.0069, -0.0185
Si, 0, 0, 39.3566, 0.1146, -0.0238, 0.0009
Si, 3.8672, 0, 39.3566, 0.0371, 0.0103, 0.0056
Si, 7.7343, 0, 39.3566, -0.1189, -0.0024, 0.0197
Si, 1.9336, 3.3491, 39.3566, 0.0042, 0.0117, -0.0001
Si, 5.8008, 3.3491, 39.3566, -0.0476, -0.1001, 0.0239
Si, 9.6679, 3.3491, 39.3566, -0.0115, 0.0701, 0.0156
Si, 0, 6.6981, 39.3566, 0.0006, 0.0106, -0.0137
Si, 3.8672, 6.6981, 39.3566, 0.0033, -0.0316, -0.0005
Si, 7.7343, 6.6981, 39.3566, -0.014, 0.0068, -0.0069
Si, 1.9336, 10.0472, 39.3566, -0.0043, -0.0195, 0.0005
Si, 5.8008, 10.0472, 39.3566, 0.0137, 0.0178, -0.0048
Si, 9.6679, 10.0472, 39.3566, -0.0016, -0.0088, -0.0083
Si, 0, 2.2327, 40.1459, 0.0058, -0.0166, -0.0137
Si, 3.8672, 2.2327, 40.1459, -0.0045, -0.0138, 0.0042
Si, 7.7343, 2.2327, 40.1459, 0.0185, -0.0065, -0.0265
Si, 1.9336, 5.5818, 40.1459, -0.0173, 0.0062, 0.0019
Si, 5.8008, 5.5818, 40.1459, 0.0114, 0.0506, -0.04
Si, 9.6679, 5.5818, 40.1459, 0.0021, 0.002, 0.0133
Si, 0, 8.9308, 40.1459, -0.0025, -0.0058, 0.0142
Si, 3.8672, 8.9308, 40.1459, 0.0033, 0.0149, -0.0145
Si, 7.7343, 8.9308, 40.1459, -0.0059, 0.0012, 0.006
Si, 1.9336, 12.2799, 40.1459, -0.0159, 0.0078, 0.0191
Si, 5.8008, 12.2799, 40.1459, 0.0034, -0.004, 0.0215
Si, 9.6679, 12.2799, 40.1459, 0.0123, -0.0093, -0.0503
Si, 1.8871, -1.1363, 30.5978, 0.0687, 0.4289, 0.038
Si, 3.9778, 0.6346, 29.1567, 0.0507, -0.1806, -0.7564
Si, 8.6121, -0.0322, 29.1627, -0.1606, -0.1254, 0.1645
Si, 1.8954, 3.6923, 29.479, 0.1408, 0.1102, -0.7325
Si, 5.5787, 3.7927, 29.7848, 0.0913, 0.2342, -0.3283
Si, 9.5667, 3.4783, 29.6812, -0.4804, 0.2372, -0.5308
Si, -0.2317, 6.8223, 29.8195, -0.2496, 0.1235, -0.4312
Si, 3.7032, 7.0304, 29.7004, -0.0892, 0.1311, -0.6821
Si, 7.5736, 6.8802, 29.8849, -0.2375, -0.1595, -0.7977
Si, 1.798, 10.0622, 29.8452, -0.1852, -0.2032, -0.6928
Si, 5.7586, 10.6306, 30.6946, -0.0363, -0.0099, 0.1596
Si, 9.6934, 10.1954, 29.9125, 0.3875, -0.1393, -0.6794
Si, 0.03, 2.401, 29.9362, -0.2233, -0.0153, -0.2991
Si, 3.7307, 2.5445, 30.4264, 0.0266, -0.0113, 0.2854
Si, 8.0295, 2.2959, 30.941, -0.2997, -0.2206, -0.0787
Si, 1.8007, 5.8121, 30.4871, 0.0712, 0.0198, 0.237
Si, 5.5654, 5.9646, 30.6097, 0.0916, -0.24, 0.2001
Si, 9.509, 5.6782, 30.6141, 0.0412, -0.0853, 0.3661
Si, -0.0752, 8.9617, 30.6985, -0.1004, 0.0405, 0.2585
Si, 3.8126, 9.1818, 30.6502, 0.1636, 0.2917, 0.3254
Si, 7.6882, 9.1512, 30.6396, -0.1773, 0.2336, 0.3081
Si, 0.1506, 13.478, 29.6472, 0.5764, -0.6606, -0.6007
Si, 6.0887, 11.9071, 28.7896, -0.2145, -0.235, -0.1732
Si, 9.9908, 12.3515, 30.7229, -0.1775, 0.2169, 0.2215
Si, 0.0196, 2.2401, 33.2101, 0.0713, 0.0853, 0.1158
Si, 3.8559, 2.2267, 32.8562, 0.0461, 0.2218, -0.0772
Si, 7.8058, 2.1134, 33.2331, 0.0473, 0.0429, -0.021
Si, 1.8818, 5.598, 32.9246, -0.0833, -0.0897, 0.0324
Si, 5.72, 5.6353, 32.9887, 0.0548, -0.1372, 0.042
Si, 9.612, 5.5541, 33.0097, -0.0099, -0.1032, -0.0048
Si, -0.0157, 8.9251, 33.0671, -0.0444, -0.0567, -0.0086
Si, 3.8017, 8.9188, 33.0256, -0.0118, -0.1051, 0.068
Si, 7.7746, 8.9157, 33.0198, -0.006, -0.0722, 0.0503
Si, 1.9449, 12.2628, 33.0105, -0.0592, 0.0741, -0.0684
Si, 5.7924, 12.0103, 32.846, -0.0281, -0.0108, -0.0856
Si, 9.6838, 12.3052, 33.0785, -0.0075, 0.0112, -0.0556
Si, 1.9838, 1.1047, 33.8319, 0.0023, -0.0553, -0.2223
Si, 5.7675, 0.9775, 33.6335, 0.0666, -0.1071, -0.1055
Si, 9.7356, 1.075, 33.9935, -0.0837, -0.036, -0.0286
Si, -0.0267, 4.4958, 33.853, 0.0246, 0.0951, -0.2179
Si, 3.817, 4.4473, 33.7606, 0.0434, 0.0845, -0.1233
Si, 7.6746, 4.4349, 33.824, -0.1011, 0.1037, -0.2087
Si, 1.9059, 7.7813, 33.8376, 0.0263, 0.0508, -0.1306
Si, 5.7852, 7.8508, 33.8325, 0.0154, -0.0152, -0.2452
Si, 9.6611, 7.7738, 33.848, 0.0312, 0.0554, -0.1079
Si, 0.0096, 11.1681, 33.8435, -0.0146, -0.1044, -0.0364
Si, 3.8584, 11.1286, 33.8559, -0.1197, -0.0864, -0.1856
Si, 7.7416, 11.1393, 33.8274, 0.1488, -0.0854, -0.0527
Si, 1.9487, 1.1112, 36.1946, -0.0309, 0.0623, 0.0999
Si, 5.7874, 1.0925, 36.0941, -0.0319, -0.0668, 0.0176
Si, 9.6733, 1.1059, 36.2985, 0.0819, 0.0001, 0.0148
Si, 0, 4.4789, 36.2073, 0.0108, -0.0394, 0.0689
Si, 3.8589, 4.4633, 36.1594, -0.0201, -0.013, 0.0185
Si, 7.7268, 4.4749, 36.1937, -0.0454, -0.0376, -0.0292
Si, 1.9319, 7.8082, 36.2032, -0.0175, -0.0141, -0.0128
Si, 5.7995, 7.8174, 36.1993, 0.0021, 0.0393, -0.0131
Si, 9.6668, 7.8108, 36.2097, 0.0076, -0.0233, -0.0257
Si, 0.0032, 11.163, 36.2079, -0.029, 0.0102, -0.0219
Si, 3.8647, 11.1654, 36.2105, -0.0045, -0.0279, 0.0377
Si, 7.7379, 11.1656, 36.1939, 0.0136, -0.0161, 0.0348
Si, 0.0079, 0.0029, 5.1393, 0.0089, 0.0117, -0.0541
Si, 3.8742, 0.0009, 5.1414, -0.0053, 0.0022, -0.0318
Si, 7.7313, -0.0009, 5.1329, 0.0133, 0.0249, 0.0333
Si, 1.9328, 3.3513, 5.1113, -0.029, 0.0139, -0.0166
Si, 5.7959, 3.3476, 5.1056, -0.0379, -0.0127, -0.0102
Si, 9.6639, 3.3554, 5.1365, 0.0103, 0.0054, -0.0145
Si, 0.0031, 6.7047, 5.1319, -0.0111, 0.0346, 0.0234
Si, 3.8673, 6.6991, 5.1123, 0.0004, 0.011, -0.0156
Si, 7.7312, 6.709, 5.1572, -0.0226, -0.01, -0.0482
Si, 1.937, 10.041, 5.1394, 0.0462, 0.0057, -0.0262
Si, 5.8037, 10.0475, 5.1585, -0.0034, -0.001, -0.0449
Si, 9.6704, 10.0448, 5.1686, -0.0086, -0.0032, -0.0159
Si, 0.043, 0.0256, 7.5036, 0.0006, -0.0717, 0.0042
Si, 3.8996, -0.0013, 7.5135, 0.0705, 0.0161, 0.0915
Si, 7.7519, 0.0233, 7.5048, -0.0368, -0.0126, 0.1852
Si, 1.9069, 3.3724, 7.4602, 0.0296, 0.017, 0.0268
Si, 5.752, 3.3407, 7.4551, 0.0231, -0.0542, 0.147
Si, 9.6577, 3.3853, 7.5056, -0.099, 0.0519, 0.1678
Si, 0.0081, 6.7418, 7.5024, 0.081, 0.0655, 0.1902
Si, 3.8838, 6.6901, 7.4639, -0.0361, -0.0057, 0.0716
Si, 7.719, 6.743, 7.5371, 0.0123, 0.0041, 0.0619
Si, 1.9831, 10.0354, 7.5136, -0.0319, -0.0532, 0.1554
Si, 5.8237, 10.0552, 7.5428, 0.0088, 0.0945, 0.1012
Si, 9.6814, 10.0499, 7.5655, 0.0935, 0.0227, 0.1955
Si, -0.0014, 2.2627, 8.2781, -0.0384, 0.0712, 0.0542
Si, 3.8005, 2.243, 8.2748, -0.0199, -0.0075, -0.1164
Si, 7.6924, 2.278, 8.272, 0.0053, -0.0335, 0.1035
Si, 1.9463, 5.5939, 8.2688, -0.0427, 0.065, -0.0929
Si, 5.7947, 5.5534, 8.2553, -0.1127, 0.0299, -0.0737
Si, 9.6634, 5.6472, 8.2958, 0.0837, 0.0031, -0.0996
Si, 0.0555, 8.9655, 8.3883, -0.0559, -0.0275, 0.0635
Si, 3.9221, 8.8862, 8.3284, -0.008, -0.0184, -0.128
Si, 7.7271, 8.9628, 8.4333, 0.0912, -0.0558, 0.0366
Si, 1.976, 12.2737, 8.279, 0.0002, -0.0183, -0.0634
Si, 5.8334, 12.2848, 8.3758, 0.0158, 0.0413, 0.0346
Si, 9.7194, 12.3246, 8.286, -0.1859, -0.0121, -0.1816
Si, -0.2576, 2.5256, 10.6141, 0.0347, 0.0238, 0.0009
Si, 3.7974, 4.4532, 11.4886, -0.0127, 0.2283, 0.4906
Si, 7.5038, 2.1833, 10.6406, 0.0967, -0.2266, -0.4028
Si, 1.9873, 5.5745, 10.6287, -0.0174, 0.0306, -0.3177
Si, 5.7098, 5.373, 10.604, 0.0511, -0.3131, 0.0051
Si, 11.6174, 4.691, 11.3788, 0.1967, 0.1121, 0.6335
Si, 0.1567, 8.9117, 10.8231, 0.0097, 0.0059, -0.559
Si, 2.0107, 7.7113, 11.5098, -0.0617, -0.2456, 0.7355
Si, 7.9087, 11.4693, 11.5101, 0.2066, 0.0422, 0.6657
Si, 2.2192, 11.9383, 10.5951, 0.2189, -0.1056, -0.0608
Si, 5.8306, 12.2459, 10.802, -0.0522, -0.0527, -0.3969
Si, 7.9804, 9.2628, 10.832, -0.1664, 0.3597, -0.0441
Si, 2.2526, 1.3414, 12.0144, -0.192, -0.4642, 0.8651
Si, 5.609, 1.1038, 11.3567, -0.0043, 0.1914, 0.5212
Si, 9.5006, 1.3807, 11.3591, -0.0546, 0.1559, 0.3908
Si, -1.7956, 5.8909, 10.6421, 0.0102, -0.0783, 0.2267
Si, 3.7978, 2.3274, 10.6324, 0.1772, 0.0882, -0.4794
Si, 7.339, 4.2166, 11.7046, -0.4389, -0.206, 0.5617
Si, 3.9109, 8.7351, 10.7046, -0.0167, 0.0796, -0.2774
Si, 5.5966, 8.0092, 12.0832, 0.3027, -0.5152, 0.9289
Si, 9.7839, 8.0355, 11.5841, 0.185, -0.2263, 0.5534
Si, 0.5267, 10.9854, 11.7995, 0.1174, -0.111, 0.426
Si, 4.0665, 10.8828, 11.4401, -0.2479, -0.0514, 0.3335
Si, 9.6647, 12.6169, 10.607, 0.0025, -0.0675, 0.3282
O, 3.6852, 4.3712, 13.1495, 0.0868, -0.0599, -0.581
O, 5.2495, 7.6814, 13.67, -0.0122, -0.0475, -0.532
O, 9.4841, 1.4843, 13.0351, -0.1283, 0.0039, -0.4662
O, 9.9448, 8.0778, 13.2668, 0.0424, 0.0052, -0.7179
O, 2.4153, 1.3328, 13.6406, -0.0053, 0.0031, -0.4928
O, 5.49, 1.5007, 12.9858, 0.0146, -0.1699, -0.2958
O, 2.1157, 7.5772, 13.1709, -0.0972, 0.1316, -0.4652
O, 0.8703, 11.0776, 13.4372, -0.0063, -0.1857, -0.5437
O, 3.7926, 10.7972, 13.1127, 0.1263, 0.018, -0.4563
O, 0.097, 4.6864, 13.0693, 0.1084, -0.0071, -0.5449
O, 6.9894, 4.4138, 13.3334, 0.0221, -0.1131, -0.4042
O, 8.113, 11.4074, 13.1856, -0.2532, 0.0769, -0.5727
O, 6.0842, 3.539, 28.2285, -0.2178, 0.0519, 0.3438
O, 1.7942, 9.8966, 28.1643, 0.091, 0.0949, 0.455
O, 9.3908, 0.6825, 27.8899, -0.0082, -0.0211, 0.2374
O, 10.9453, 6.9931, 28.1864, 0.0778, -0.1307, 0.4287
O, 7.4332, 6.6243, 28.2274, 0.1724, 0.1141, 0.4708
O, 0.1341, 12.9619, 28.0217, 0.1845, 0.1814, 0.4481
O, 9.8924, 10.2694, 28.2444, -0.0712, 0.0094, 0.3153
O, 3.5822, 7.0546, 28.0057, -0.0081, -0.0424, 0.6985
O, 5.6091, 10.9813, 27.5154, 0.0827, 0.1086, 0.3869
O, 8.7763, 3.3874, 28.208, 0.4228, 0.0033, 0.31
O, 1.965, 3.9095, 27.8136, 0.0756, -0.1475, 0.6379
O, 3.2308, 1.02, 27.7299, -0.0393, 0.1343, 0.4181
Si, 7.7064, 11.5958, 21.0981, -0.0802, 0.0574, 0.0524
Si, 4.5978, 11.2224, 14.4595, -0.0449, -0.0671, 0.3827
Si, 10.077, 10.5761, 26.6526, -0.1517, -0.2884, -0.1593
Si, 5.0321, 8.43, 15.1114, 0.0114, 0.0024, 0.3309
Si, 2.7633, 1.6606, 15.1862, -0.1147, 0.0387, 0.3801
Si, 7.4309, 3.3551, 27.2986, -0.1313, 0.023, -0.199
Si, 8.8747, 8.1638, 25.2036, -0.0808, 0.0629, 0.0062
Si, 1.2718, 13.0148, 17.1245, 0.0631, -0.0196, 0.0289
Si, 8.4732, 7.6159, 19.5588, -0.0301, 0.058, -0.1247
Si, 8.9128, 2.2319, 20.481, -0.1257, -0.0722, -0.2301
Si, 5.5386, 0.7266, 14.4106, 0.0935, 0.1311, 0.2786
Si, 1.3735, 9.5051, 26.6423, 0.0981, 0.0341, -0.3841
Si, 10.9747, 4.2472, 14.4616, -0.2209, 0.0893, 0.4133
Si, 7.0274, 6.1584, 26.7158, 0.079, 0.1572, -0.2842
Si, 3.8381, 9.1419, 19.1241, 0.0675, 0.0801, -0.171
Si, 6.3919, 1.0075, 25.4559, -0.2868, -0.1902, -0.2067
Si, 10.4272, 1.2799, 14.3403, 0.1773, -0.1967, 0.5195
Si, 11.2582, 6.4789, 19.4205, -0.0807, 0.1166, -0.3936
Si, 7.9089, 5.1227, 14.4944, 0.188, -0.0532, 0.2115
Si, -0.0405, 3.5429, 20.4258, 0.0432, -0.0984, -0.1537
Si, 3.8584, 11.6579, 17.3416, -0.0134, -0.0038, 0.2899
Si, 7.0279, 1.9304, 18.3289, -0.0308, 0.0435, -0.2095
Si, 8.6148, 10.9633, 14.6679, 0.217, 0.0723, 0.4189
Si, 5.9903, 4.3755, 16.6914, 0.0815, -0.0477, 0.1835
Si, 8.0618, 0.2441, 16.0007, 0.0044, -0.0393, 0.1014
Si, 10.5884, 13.4496, 26.953, -0.0083, 0.0918, -0.3721
Si, 11.4024, 6.7139, 16.2587, 0.0414, 0.0209, -0.1296
Si, 3.8228, 9.3334, 24.8195, 0.1834, 0.2034, 0.0805
Si, 5.8122, 7.102, 17.8712, -0.0114, -0.1653, 0.0428
Si, -0.2703, 0.9443, 19.505, 0.0883, -0.1148, -0.2362
Si, 3.9363, 13.2383, 21.7628, 0.0227, -0.0757, -0.0832
Si, 1.0461, 9.1421, 20.1483, 0.0693, 0.0738, -0.1168
Si, 3.942, 6.5915, 26.4683, 0.1467, 0.1147, -0.2899
Si, 3.5277, 13.9998, 26.178, 0.1465, -0.2745, -0.2696
Si, 0.8666, 1.7043, 25.0206, 0.1637, -0.1247, -0.0941
Si, 3.2776, 10.1599, 21.9071, 0.129, -0.0336, 0.1374
Si, 1.2762, 1.4857, 21.9976, -0.0707, -0.1391, 0.0859
Si, 6.9915, 14.1402, 22.4931, -0.0549, -0.0726, 0.0346
Si, 8.446, 8.8933, 22.1195, -0.0449, -0.058, 0.1709
Si, 11.6259, 11.8964, 14.5765, -0.1829, 0.1625, 0.2498
Si, 5.2897, 11.6202, 26.0484, -0.1404, 0.0063, -0.3433
Si, 9.9592, 10.0826, 20.1305, -0.0674, -0.1522, -0.1069
Si, 5.4722, 13.0218, 19.3319, 0.0538, 0.0131, -0.1521
Si, 2.3157, 7.3797, 14.7693, -0.1708, 0.1158, 0.2572
Si, 1.6453, 4.4986, 26.331, -0.1075, 0.0129, -0.3566
Si, 3.4909, 4.4713, 14.7548, 0.0029, -0.0349, 0.4568
Si, -0.1756, 6.922, 26.6285, 0.0536, 0.082, -0.3954
Si, 9.0595, 7.9377, 14.6338, -0.2064, -0.1824, 0.5357
O, 7.7711, 1.8684, 21.5943, 0.0819, 0.0531, 0.0517
O, 9.53, 0.8108, 15.6201, 0.1466, 0.1413, -0.1934
O, 0.2257, 5.0719, 19.9961, 0.0446, -0.015, 0.1189
O, 2.469, 12.2667, 17.9458, 0.0261, -0.0237, -0.0694
O, 5.5401, 5.4924, 17.7941, -0.0356, 0.0604, 0.0158
O, 0.2956, 5.4116, 26.2731, -0.0647, -0.0354, 0.1985
O, 9.6261, 6.4622, 19.5002, 0.0173, -0.0465, 0.0977
O, 4.0594, 13.046, 20.1472, -0.059, 0.0405, 0.0485
O, 2.5744, 3.2686, 15.3777, 0.024, 0.0778, -0.1956
O, 0.0917, 2.5141, 19.1385, -0.0035, 0.1182, 0.1367
O, 7.781, 0.7136, 17.5288, -0.0246, 0.0215, -0.008
O, 5.8045, 7.7201, 16.3569, -0.06, 0.0872, -0.2907
O, 2.1836, 0.8117, 25.3256, -0.0261, -0.0217, 0.0799
O, 2.9235, 5.434, 25.8914, -0.0022, -0.0589, 0.1458
O, 4.221, 10.1921, 17.9435, -0.0403, -0.0037, 0.0287
O, 4.3288, 1.2124, 15.3947, 0.1372, -0.0335, -0.1259
O, 3.6372, 9.2462, 23.2095, -0.0443, -0.0015, -0.1062
O, 3.8635, 12.4084, 26.0799, -0.0419, 0.1188, 0.1238
O, -0.0861, 5.1852, 15.6849, -0.0245, -0.2017, -0.1605
O, 4.2049, 9.726, 20.6162, 0.0004, 0.0152, 0.0567
O, 8.979, 9.6647, 25.8456, 0.0828, 0.1925, 0.133
O, 6.1468, 2.9253, 17.4015, -0.0426, -0.0009, 0.0085
O, 5.4381, 5.9837, 26.4998, -0.0919, -0.0467, 0.1765
O, 7.9537, 6.7556, 14.3576, -0.0404, 0.1356, -0.1659
O, 7.4077, 4.7718, 16.0044, 0.0632, 0.0507, -0.201
O, 9.7428, 0.9082, 19.9321, 0.0241, -0.0228, 0.061
O, 9.1082, 11.47, 20.2428, 0.0904, 0.0511, -0.0365
O, 7.597, 7.3182, 25.7327, -0.0755, -0.0943, 0.1143
O, 11.2121, 2.6555, 14.7593, 0.0258, -0.0885, -0.2388
O, 6.0349, 1.1511, 19.3562, -0.034, -0.0503, 0.0921
O, 4.6681, 7.777, 18.8144, -0.0865, 0.053, 0.0912
O, 8.6008, 8.3172, 23.6135, -0.0127, 0.0262, -0.037
O, 11.6651, 6.6742, 17.8535, 0.0152, -0.0393, 0.1765
O, 0.9249, 7.6566, 15.5543, 0.134, 0.0553, -0.1125
O, 8.3503, 9.3728, 15.0161, -0.0095, -0.0533, -0.2417
O, 9.9365, 9.3903, 21.6309, 0.0366, 0.0568, -0.0103
O, -0.0153, 10.1999, 26.1828, 0.0041, 0.0647, 0.1489
O, 5.389, 0.4254, 22.2612, -0.033, 0.0227, 0.0222
O, 2.8128, 0.9521, 22.1761, -0.0154, 0.0609, -0.0371
O, -0.0923, 10.2334, 19.6557, 0.0117, -0.0226, 0.0295
O, 2.5177, 9.9584, 25.5735, -0.2076, -0.0247, 0.2051
O, 6.9763, 1.031, 15.0825, -0.1695, 0.0457, -0.1524
O, 5.1159, 10.3345, 25.0601, 0.0248, 0.0013, 0.0199
O, 7.9792, 12.0114, 15.786, 0.0155, -0.1868, -0.1621
O, 0.1207, 0.0353, 18.2123, -0.0543, 0.0202, 0.0944
O, 7.5969, 4.6683, 26.3267, 0.0724, -0.0534, 0.1542
O, 9.9731, 7.416, 15.8954, -0.1604, 0.1254, -0.1703
O, 2.2248, 8.9155, 19.0414, -0.083, -0.0044, 0.059
O, 10.2266, 11.1171, 14.7624, -0.0915, -0.0479, -0.1382
O, 11.463, 13.4459, 14.0798, 0.0372, 0.0972, -0.149
O, 4.9211, 4.3312, 15.4905, -0.0679, 0.0134, -0.21
O, 1.1296, 7.8939, 26.4579, 0.0594, -0.0727, 0.1565
O, 0.3173, 7.6836, 20.3078, 0.0214, -0.0152, 0.1749
O, 10.0229, 3.3218, 21.0149, -0.0072, 0.0728, 0.1034
O, 9.9336, 12.1458, 26.2094, -0.0047, 0.1825, 0.1232
O, 7.4417, 10.1871, 21.9147, -0.0148, -0.0283, -0.0479
O, 2.8008, 5.8772, 15.1442, 0.0671, -0.0918, -0.1614
O, 1.1114, 3.0489, 21.4982, -0.0068, 0.0989, -0.0251
O, 10.2363, 7.3418, 25.5846, 0.2473, -0.122, 0.2279
O, 7.8041, 12.7461, 22.2482, 0.0188, 0.0188, -0.0183
O, 0.5755, 0.5237, 20.8597, 0.0095, 0.0134, 0.0793
O, 5.4855, 12.5255, 14.1091, 0.0401, -0.0954, -0.1892
O, 6.5126, 11.975, 20.0438, 0.0393, -0.092, 0.0013
O, 7.2809, 7.308, 18.5204, 0.0573, 0.0268, 0.0259
O, 7.0865, 14.6812, 24.0178, 0.0311, 0.053, -0.0155
O, 5.1292, 12.5986, 17.7866, -0.06, -0.0461, 0.0499
O, 8.0956, 2.8236, 19.1795, 0.1003, -0.0045, 0.1709
O, 0.514, 1.4427, 23.4519, 0.0085, 0.0094, -0.0773
O, 3.6488, 11.6124, 15.7296, 0.0192, -0.0235, -0.2635
O, 4.7992, 1.4345, 25.5427, 0.023, 0.0264, 0.1181
O, 7.9205, 7.7128, 21.104, 0.0035, -0.0007, 0.0479
O, 4.0437, 7.8467, 25.4275, -0.0822, -0.2063, 0.1427
O, 9.1477, 9.0567, 19.1298, 0.0471, 0.0641, -0.0082
O, 3.5287, 11.7386, 22.329, -0.0327, 0.0366, -0.0449
O, 0.7056, 11.9291, 16.0537, -0.0528, -0.089, -0.1424
O, 3.4181, 8.4167, 15.3853, 0.0011, 0.0269, -0.1496
O, 7.2373, 1.965, 26.4666, 0.1687, 0.0326, 0.2767
O, 9.3801, 4.4732, 14.358, 0.034, 0.0182, -0.1653
O, -0.4063, 1.1709, 25.9171, -0.1808, -0.1068, 0.2515
O, 1.2803, 3.2583, 25.3211, 0.0719, 0.1447, 0.1386
O, 5.5305, 9.9779, 14.9691, 0.0347, 0.1565, -0.1575
O, 6.4331, 12.7546, 25.6762, 0.1158, 0.085, 0.1103
O, 1.8397, 0.9268, 16.3149, 0.0952, 0.0688, -0.1851
O, 1.7302, 9.7741, 21.5014, -0.1069, -0.0045, -0.0316
O, -11.6374, -24.5072, 31.568, 0.0115, 0.0405, 0.7184
O, 10.8234, 25.32, 11.5659, -0.2013, 0.193, -0.227
O, 19.2938, -14.6489, 28.5805, 0.0244, 0.121, -0.1303
O, -8.2685, 26.1353, 29.9095, -0.0631, -0.3133, 0.4113
O, 23.9116, 28.5178, 11.714, -0.0841, 0.1333, -0.3794
O, 6.2749, -6.6941, 11.4013, 0.1942, 0.5158, -0.0927
O, 18.4482, 9.0575, 12.0774, -0.1691, -0.0915, -0.3854
O, -3.9648, 14.4329, 29.9168, 0.1251, 0.1917, 0.2748
O, 8.7695, 18.3558, 11.5301, 0.1139, 0.2366, -0.3299
O, 5.4344, 0.0207, 28.6878, -0.08, 0.1254, 0.1412
O, -16.5267, 16.6223, 30.8489, 0.2568, 0.0255, 0.1841
O, 14.1018, -13.5985, 11.6168, 0.0152, 0.4044, 0.0714

Results
free energy: -220809.820 eV
free energy less fixed offsets of O -568.88, Si -635.61 eV per atom: 2.180 eV

The program warned: the cutoff lies below the one the program advises for these potential files; the exchange-correlation potential is rough where the density is thin.
